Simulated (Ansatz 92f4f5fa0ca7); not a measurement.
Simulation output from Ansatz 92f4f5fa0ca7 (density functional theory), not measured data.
Periodic cell of 184 atoms, Si120O64, from a study of silicon, its oxide and their interface. The atomic structure is a simulated model.
This geometry differs little from another in the collection (a relaxation step or a small displacement).

Settings
functional: r2SCAN
potential files: Ansatz PAW
basis: plane waves
wave-function cutoff: 800 eV
density cutoff ratio: 5
exchange-correlation grid ratio: 1
k mesh: 1 x 1 x 1, shifted by 0.5 0.5 0 of a step
self-consistency stop: 1e-10 eV per atom in the density residual
occupations: fixed
spin: none
net charge: 0

Cell vectors (angstrom)
a 10.888 0 0
b 0 10.888 0
c 0 0 27.2704

Atoms and the computed forces on them: element, x, y, z (angstrom), force x, y, z (eV/angstrom)
Si -3.663 -2.6247 -1.8847 0 -0.0025 0.0024
Si 1.8326 0.4028 0.7445 -0.0022 -0.0019 -0.0014
Si 0.2238 7.242 -1.2435 -0.002 0.0006 0.0006
Si 0.766 6.127 -4.1814 -0.0007 -0.0002 0.0034
Si 9.2769 -1.2074 -3.4984 0.0033 0.0004 0.0051
Si 5.9408 1.6741 -0.9389 -0.002 -0.001 0.0001
Si 2.7065 5.5878 2.7366 -0.0014 -0.0008 -0.0016
Si 8.4153 7.7217 0.0494 0.0015 -0.0018 -0.0037
Si 1.683 2.6473 1.0418 0.0027 0.0008 0.0008
Si 5.008 4.5547 -0.2497 0.0024 0.0038 0.0004
Si 1.8643 7.3653 1.3689 -0.0003 -0.0006 0.0001
Si 3.7311 8.9714 1.2925 -0.0008 0.0023 -0.0022
Si 5.3979 2.7156 2.7066 0.0012 0.0005 -0.0006
Si 8.9901 3.5739 1.6723 -0.0002 0.0014 -0.0009
Si 6.9264 6.5726 1.4164 0.0006 -0.0015 -0.0006
Si 9.3936 9.5134 1.2893 0.0011 0.0006 0.0003
Si 0.0353 2.8156 2.7793 -0.0008 -0.0002 0.0002
Si 2.7871 -0.2765 2.7451 0.0012 0.0009 0.0016
Si 0.0292 8.2423 2.636 -0.001 0.0004 -0.0003
Si 3.671 3.8593 1.5022 -0.0004 -0.0009 0.0001
Si 7.3338 1.8225 1.5937 -0.0009 -0.0001 0.0002
Si 8.2089 0.0065 2.7849 0.0001 -0.0004 -0.0014
Si 5.5107 8.0529 2.5807 -0.0014 0.0008 -0.0003
Si 8.168 5.3501 2.9048 0.0005 0.0006 -0.0008
Si 1.3236 4.2335 4.1189 -0.0001 0.0009 0.0002
Si 4.0697 1.285 4.0085 -0.0004 -0.0005 -0.0006
Si 1.3252 9.4898 4.1576 -0.0005 0.0005 -0.0009
Si 4.1653 6.8027 4.0982 0.001 0 -0.0003
Si 6.7252 4.0425 4.1816 0.0003 0.0001 0.0004
Si 9.6743 1.2961 4.1153 -0.0003 0.0002 -0.0002
Si 6.7683 9.5046 4.0084 0.0007 -0.001 -0.0005
Si 9.592 6.8193 4.0402 -0.0003 -0.0001 0.0002
Si 0.0411 -0.024 5.5458 -0.0005 -0.0011 -0.0002
Si 2.7102 2.7313 5.3576 0.0009 0.0003 0.0007
Si -0.0132 5.5115 5.5032 0.0001 0 0
Si 2.743 8.1339 5.4442 0.0003 -0.0001 -0.0004
Si 5.4249 -0.0358 5.4086 0.0001 0.0004 -0.0002
Si 8.2039 2.6725 5.4082 0 -0.0005 -0.0007
Si 5.4382 5.4368 5.5293 -0.0006 0.0006 -0.0001
Si 8.1687 8.1629 5.3802 0.0003 0.0006 0.0002
Si 1.4057 1.3855 6.8193 0.0001 -0.0001 0.0002
Si 4.0456 4.0579 6.803 0.0002 -0.0007 0.0001
Si 1.3639 6.8352 6.8292 0.0002 0.0002 -0.0003
Si 4.0806 9.5164 6.7951 0.0003 -0.0005 -0.0001
Si 6.8192 1.3269 6.7478 0.0003 -0.0005 0
Si 9.5267 4.077 6.7828 -0.0001 -0.0001 0.0001
Si 6.8342 6.8171 6.8145 0 -0.0004 -0.0001
Si 9.4969 9.509 6.8134 -0.0002 -0.0001 0
Si 0.0004 2.7237 8.1588 0 0.0002 -0.0003
Si 2.7563 -0.0017 8.1756 -0.0002 0.0001 -0.0003
Si 0.0156 8.2024 8.18 0.0003 0.0001 0.0002
Si 2.6812 5.4432 8.1506 -0.0001 -0.0001 -0.0005
Si 5.4608 2.6922 8.1096 0.0001 0.0003 0.0001
Si 8.1349 -0.0051 8.1576 -0.0002 0 -0.0003
Si 5.4441 8.1787 8.1658 0.0002 0.0006 0
Si 8.2058 5.4448 8.1565 0.0002 0.0003 -0.0003
Si 1.3411 4.0988 9.5183 0 -0.0004 0.0001
Si 4.1392 1.3354 9.5171 -0.0003 -0.0003 -0.0002
Si 1.3762 9.5543 9.5588 -0.0002 -0.0003 -0.0004
Si 4.0251 6.8297 9.4847 0 -0.0001 -0.0002
Si 6.8295 4.0552 9.4532 0 0.0001 -0.0005
Si 9.5299 1.331 9.5056 0.0008 -0.0002 0
Si 6.7632 9.5729 9.5438 0.0001 0.0001 -0.0006
Si 9.5531 6.8349 9.5189 0 -0.0001 -0.0003
Si 0.0123 0.0169 10.9179 -0.0003 -0.0002 -0.0002
Si 2.7636 2.7257 10.7869 -0.0002 -0.0001 0
Si 0.0118 5.4803 10.8905 -0.0002 0.0003 0
Si 2.7144 8.1871 10.9562 0.0005 0.0001 -0.0007
Si 5.4176 0.0025 11.0028 0 0 0.0002
Si 8.1499 2.6669 10.8504 0.0005 -0.0003 0
Si 5.4271 5.4429 10.7092 -0.0001 -0.0002 -0.0004
Si 8.1808 8.2383 10.827 0.0002 0 -0.0002
Si 1.4039 1.4536 12.1876 0.0002 -0.0004 0
Si 4.1891 4.0307 12.0913 0 -0.0001 0.0001
Si 1.401 6.7735 12.3233 0.0005 -0.0006 0.0001
Si 7.1157 9.1317 14.9722 0.0004 0.0006 0.0006
Si 6.8514 1.3341 12.3404 -0.0006 0.0001 0.0002
Si 9.4556 4.1196 12.1327 0.0002 0.0001 0.0003
Si 6.6701 6.9169 12.0002 -0.0005 -0.0001 0
Si 9.5539 9.5041 12.2865 0 0.0009 -0.0004
Si -1.2149 1.4341 14.84 0.0003 -0.0016 -0.0009
Si 2.655 0.1778 13.7284 0 0.0001 0
Si -0.1234 7.9728 13.6772 -0.0004 0.0005 0.0009
Si 2.9947 5.4351 13.4731 0.0006 0.0001 -0.0007
Si 5.4957 2.7857 13.6281 0 -0.0003 0.0005
Si 5.344 -0.3 17.1578 -0.0002 0.0001 -0.0008
Si 4.008 9.5643 12.4199 0.0001 -0.0001 0.0007
Si 7.8971 5.4643 13.256 0.0003 -0.0002 -0.0006
Si 3.2372 6.247 16.9139 0.0002 0.0009 -0.0005
Si 3.9789 1.6612 14.9962 0.0009 0.0001 -0.0005
Si 1.1066 10.3044 15.3463 -0.0004 -0.0001 -0.0017
Si 4.6047 6.3433 14.9217 0.0004 0.0006 0.0004
Si 6.3569 4.6346 14.818 0.0005 -0.0002 0.0006
Si 10.8581 2.8043 13.4529 -0.0003 0.0001 0
Si 8.2044 10.8441 13.7302 -0.0005 -0.0005 0.0002
Si 9.0827 6.7179 14.737 0.0001 -0.0004 0.0009
Si -26.3053 -21.6122 20.0243 0.0005 0.0004 -0.0014
Si 1.0593 -11.0868 19.957 0.0003 -0.0008 -0.0009
Si -8.2495 -1.6947 17.8348 -0.0002 -0.0005 -0.0003
Si 26.6545 -12.2335 22.1522 -0.0009 0.0007 0.0006
Si 1.3676 12.2628 22.4631 -0.0011 -0.0004 0.0001
Si -8.0477 -0.3103 24.3607 -0.0011 -0.0006 0.0017
Si 6.7685 -0.1368 24.2991 -0.0002 0.0027 0.0011
Si -18.1845 10.5865 26.6821 0.0017 -0.0034 -0.0001
Si 9.2704 6.6457 21.1979 -0.0011 0.0004 0.0001
Si -23.4913 20.4963 20.6432 0.0001 -0.0006 0.0012
Si 20.384 -6.8222 19.4589 0.0007 0.0002 0.0016
Si 3.7475 -4.337 22.0522 -0.0004 -0.0003 -0.0011
Si -11.4272 -18.3437 23.3793 -0.0005 -0.0001 -0.0015
Si 21.9461 -1.4456 25.2603 -0.0019 -0.0012 0.0011
Si -11.1227 10.8549 27.0884 -0.0017 -0.0006 0.0006
Si 8.8027 -28.5237 16.3886 -0.0004 0.0002 -0.001
Si -28.7013 4.6526 19.4549 0.0003 -0.0001 0.0002
Si -16.2684 27.6345 24.4935 0.0002 -0.0002 0.0023
Si -9.3801 24.506 19.951 -0.0002 0.0004 -0.0004
Si -4.3231 14.093 20.464 0.0005 0.0006 -0.0005
Si -14.2125 4.7346 22.7665 -0.0005 0.0003 0.0011
Si 16.3535 -13.6463 13.6404 0.0006 0.0005 0
Si 13.0186 -17.6196 15.1761 -0.0017 -0.0013 0.0004
Si -0.5243 13.9189 26.4885 -0.0015 -0.0025 0.0005
O 4.074 -16.2352 -9.1621 -0.0006 -0.0003 0.0003
O -10.9985 0.4766 -11.657 0.0002 -0.0005 0.0007
O -13.9751 10.3591 -7.0147 -0.0016 0.0007 -0.0016
O 27.869 -5.3842 0.4888 -0.0033 -0.0008 -0.0004
O -20.1391 -12.2707 -2.766 0.0008 0.0005 -0.0013
O 8.9576 8.0199 -6.8592 0 -0.0005 -0.0007
O 4.5419 16.2263 -1.5884 0.0012 0 -0.0001
O -8.8288 26.9682 -10.8223 -0.0001 -0.0003 -0.001
O 21.2887 -11.5618 -7.5053 0 -0.0005 -0.0001
O -13.4463 19.2725 -3.0992 -0.0001 0.0002 0.0001
O 8.3537 0.1089 -3.1662 -0.0004 -0.0007 0.001
O 10.0482 1.45 -0.58 0.0011 0.0025 -0.0004
O -1.2637 5.5456 -7.191 0.0007 0.0002 0.0006
O 22.4415 14.5406 -12.5643 0.0017 0 0.0004
O -12.2011 -1.1223 -5.0715 -0.0009 -0.0004 -0.002
O -4.543 1.6282 -6.5816 0.0006 -0.002 -0.0007
O 2.5386 29.3838 17.49 -0.0002 -0.0001 0.0001
O -6.2688 -15.9697 23.1701 -0.0003 -0.0013 0.0003
O 2.2094 -4.2541 22.5648 0.0006 0.0009 -0.0009
O 15.3489 8.0035 21.8692 -0.0004 0.0009 -0.0004
O -11.2576 6.8842 22.2113 -0.0006 0.0003 -0.0009
O -9.6047 0.0124 21.5669 -0.0006 0.0007 -0.0005
O 0.5752 8.8441 14.886 0.0004 0.0016 0.0007
O -8.8526 9.5558 19.307 -0.0008 0.0009 0.0008
O 15.5658 0.8996 26.9593 0.0023 0.0028 -0.0017
O -1.3895 5.4954 15.768 -0.0002 0.0004 -0.0013
O 16.9732 11.2188 18.4414 -0.0006 -0.0013 0.0008
O -15.3398 31.5081 16.3279 -0.0004 0 0.0001
O 0.5559 6.4061 24.6722 -0.0004 0.0008 -0.0003
O -12.071 28.5965 26.7497 -0.002 0.0032 0.0006
O -7.1685 10.1515 23.0802 0.0018 -0.0007 -0.0019
O -17.9813 -16.096 20.6964 -0.0001 0 0.0001
O 15.6045 0.8731 16.2319 -0.0003 -0.0008 0.0005
O -18.756 2.8489 15.6232 -0.0005 0.0004 -0.0005
O 7.2074 -9.5553 27.2796 -0.0013 0.0002 -0.0008
O 1.4271 -3.9408 27.0984 0.0013 -0.0004 0.0002
O -5.7451 -11.5752 20.6959 0 -0.0007 0.0001
O 8.1584 18.8129 15.4249 0.0004 -0.0003 -0.0012
O 2.1753 -9.7764 23.8516 -0.0007 0.0003 -0.0007
O -9.0844 -0.804 16.784 -0.0005 0.0001 0.0007
O -13.6946 -7.4881 19.9073 -0.0018 -0.0004 -0.0006
O -13.7986 -4.7528 22.0453 -0.0003 0.0003 -0.0006
O 16.2319 -17.9781 19.5659 -0.0001 -0.0003 0.0001
O 16.6331 25.0292 26.4099 0.0014 -0.0027 -0.001
O 21.1345 25.2389 24.9699 0.0022 0.0005 -0.0005
O 4.1936 -23.0691 17.6981 0.0008 0.0004 -0.0002
O -1.5989 14.7725 27.3456 -0.0002 -0.0016 0.0004
O 6.0937 -9.6338 24.7628 -0.0002 0 0.001
O -19.7569 -19.2829 21.4853 0.0001 -0.0002 0.0003
O 6.875 -16.7617 24.2076 -0.0005 -0.0006 0.0002
O -10.9869 -19.8166 22.8667 0.0003 -0.0007 0.0003
O 23.1802 -9.6442 19.2669 -0.0006 -0.0003 0.0004
O 2.6411 14.5825 19.312 0.0001 0.0001 -0.0006
O -12.715 2.6357 15.7911 -0.0001 0.0015 0.0005
O -4.9012 -14.4308 24.9002 -0.0009 0.0004 -0.001
O 7.182 -6.5359 16.2384 0.0001 0.0002 -0.0005
O -21.223 4.5291 22.8877 -0.0001 0.0012 -0.0012
O 0.9808 3.3837 27.0035 -0.0008 0.0005 -0.0028
O -15.3066 3.9504 21.8871 -0.0015 -0.0006 -0.0004
O 10.8716 -18.4674 19.8904 0 -0.0003 -0.0013
O -12.3731 -6.7759 17.8665 -0.0002 0.0001 0.0008
O 30.6596 -7.0786 22.8348 -0.0001 -0.0001 -0.0016
O -4.3426 9.7442 25.5664 0.0006 -0.0005 -0.0012
O -4.6669 -44.4682 22.983 -0.0007 0.0002 -0.0003

Results
free energy: -113253.813 eV
free energy less fixed offsets of O -570.45, Si -639.56 eV per atom: 2.187 eV

The program warned: the cutoff lies below the one the program advises for these potential files; the forces do not sum to zero within the program's tolerance; empty levels may hold ghost states of the PAW files; the exchange-correlation potential is rough where the density is thin.
